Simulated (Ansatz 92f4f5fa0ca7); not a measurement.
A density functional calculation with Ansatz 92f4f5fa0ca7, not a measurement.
Periodic cell of 220 atoms, Si132O88, from a study of silicon, its oxide and their interface. The atomic structure is a simulated model.
This geometry differs little from another in the collection (a relaxation step or a small displacement).

Settings: functional r2SCAN; potential files Ansatz PAW; basis plane waves; wave-function cutoff 800 eV; density cutoff ratio 5; exchange-correlation grid ratio 1; k mesh 1 x 1 x 1, shifted by 0.5 0.5 0 of a step; self-consistency stop 1e-10 eV per atom in the density residual; occupations fixed; spin none; net charge 0.

Cell vectors (angstrom)
a	10.88	0	0
b	0	10.88	0
c	0	0	31.9998

Atoms: element, x, y, z (angstrom)
Si	0.1722	-0.9554	-0.3607
Si	2.7441	2.4129	0.0065
Si	1.0263	3.2166	-1.3251
Si	2.0795	7.6426	-0.1117
Si	4.6538	0.0846	-0.2616
Si	8.4598	4.1426	0.488
Si	4.7905	6.2286	-0.6878
Si	7.8966	8.1062	-0.1869
Si	1.5462	1.2152	1.5428
Si	3.9375	3.9932	1.1764
Si	0.9111	6.2163	1.2688
Si	3.8627	9.646	1.5071
Si	6.9006	1.5225	1.3447
Si	10.7608	4.1388	0.6182
Si	6.3317	6.9561	1.0527
Si	9.3602	9.3535	1.1222
Si	0.1203	2.7273	2.5325
Si	2.7283	0.0017	3.0407
Si	-0.181	7.9537	2.5119
Si	2.6915	5.4089	2.587
Si	5.3493	2.7286	2.6236
Si	8.2474	0.0282	2.5305
Si	5.3861	8.3304	2.6407
Si	7.7449	5.4722	2.3397
Si	1.4379	4.013	3.9929
Si	4.1407	1.4093	4.1515
Si	1.2079	9.3624	3.9565
Si	4.0302	6.8524	3.9069
Si	6.6866	4.1053	3.9314
Si	9.5343	1.4329	3.8775
Si	6.8706	9.5834	3.9386
Si	9.3173	6.6603	3.8291
Si	-0.0477	-0.0039	5.2503
Si	2.7322	2.7207	5.4408
Si	-0.0538	5.383	5.2191
Si	2.6532	8.1066	5.3162
Si	5.52	-0.0009	5.3758
Si	8.1298	2.7443	5.2482
Si	5.3743	5.4778	5.2895
Si	8.1501	8.1327	5.2666
Si	1.3399	1.2841	6.6582
Si	4.0896	4.1124	6.7149
Si	1.3139	6.7353	6.6539
Si	4.0753	9.4842	6.6219
Si	6.856	1.3813	6.7021
Si	9.5228	4.0402	6.6284
Si	6.779	6.8117	6.6197
Si	9.5109	9.5199	6.6393
Si	-0.0067	2.6623	8.0017
Si	2.7227	-0.0599	7.989
Si	0.0263	8.1805	7.9933
Si	2.7092	5.4179	8.059
Si	5.4776	2.7481	8.0325
Si	8.1926	-0.0086	8.0562
Si	5.4446	8.1502	7.9939
Si	8.1885	5.4687	7.9423
Si	1.373	3.9928	9.3685
Si	4.0895	1.3107	9.29
Si	1.4237	9.4632	9.4096
Si	4.123	6.7922	9.3672
Si	6.8508	4.1557	9.3365
Si	9.5541	1.3419	9.4359
Si	6.8203	9.482	9.3685
Si	9.5433	6.8214	9.3182
Si	0.0757	-0.0427	10.7703
Si	2.7793	2.623	10.7047
Si	0.0345	5.4424	10.6341
Si	2.8033	8.0817	10.7783
Si	5.4092	-0.0526	10.6572
Si	8.1867	2.8263	10.6987
Si	5.5411	5.5101	10.7491
Si	8.1963	8.1246	10.7445
Si	1.4541	1.2943	12.1441
Si	4.2098	4.018	11.9368
Si	1.5456	6.5334	12.0486
Si	4.1887	9.4296	12.1251
Si	6.7046	1.4459	11.8767
Si	9.5619	4.2264	12.0593
Si	6.9185	6.8023	12.2407
Si	9.5385	9.4951	12.0919
Si	0.099	2.8641	13.2674
Si	2.7588	-0.1986	13.4749
Si	0.5499	7.5715	13.8267
Si	2.8198	5.08	13.4267
Si	5.5595	2.8289	13.3836
Si	8.1698	0.2043	13.0893
Si	5.7098	8.292	13.6016
Si	8.3338	5.515	13.6597
Si	1.3125	4.0031	14.8944
Si	4.1371	0.7975	15.0323
Si	1.9452	9.026	14.9591
Si	4.4028	7.2145	15.2362
Si	7.2103	3.7855	14.7125
Si	9.3859	1.6725	14.3716
Si	6.8197	10.0937	14.6355
Si	11.3147	6.0271	15.7439
Si	6.5318	8.8425	18.7741
Si	-2.6459	-1.5177	16.3109
Si	1.4414	6.5947	18.742
Si	2.1337	1.7705	17.1205
Si	-0.4975	-4.9246	24.854
Si	5.6212	5.0894	17.177
Si	7.2508	-12.1601	24.2852
Si	-0.0648	10.7723	16.5836
Si	7.8189	-4.6824	18.814
Si	3.8947	7.8469	19.8637
Si	5.8023	-2.2555	26.8052
Si	10.1384	0.6333	26.9833
Si	3.2463	5.1267	20.45
Si	10.0625	-0.7446	24.4813
Si	5.3689	0.5969	22.6921
Si	-0.8528	6.0373	20.7327
Si	-1.7722	6.4667	15.844
Si	12.6621	10.6815	23.5272
Si	9.0258	7.6551	23.2077
Si	4.2069	13.8731	18.833
Si	4.9079	2.5549	24.9654
Si	2.48	4.0356	25.1279
Si	-7.1666	-0.561	21.4899
Si	1.1634	5.0443	22.6903
Si	1.5036	6.5803	26.7962
Si	2.8503	9.3135	25.9672
Si	5.6456	0.6526	19.8762
Si	11.4284	4.7661	28.91
Si	7.9723	12.0813	28.7957
Si	-0.1847	1.4105	29.6813
Si	3.0293	1.3698	25.6943
Si	20.7624	-7.3549	26.4637
Si	-4.0094	14.2878	27.1518
Si	6.3068	9.8197	29.6882
Si	6.219	6.0374	28.4452
Si	8.7036	5.8687	30.1154
O	-0.3335	-0.0312	-1.5805
O	1.0883	-0.0213	0.5669
O	4.6295	4.6997	-0.1612
O	-0.0145	6.707	-5.7935
O	-0.7343	5.4506	-2.4057
O	-6.8139	3.9472	-7.2166
O	1.0972	8.68	-0.9311
O	3.3416	6.9775	-0.9061
O	3.7638	1.3538	-0.7391
O	6.274	2.8774	-6.2438
O	5.8033	-3.788	-4.7
O	2.7537	8.5226	1.0643
O	7.7757	6.2268	-3.1504
O	7.9619	4.7367	-0.9712
O	8.9938	7.1172	-0.8982
O	7.8402	13.5111	0.5816
O	3.7542	5.991	14.4137
O	-5.3132	0.0686	15.3086
O	6.6263	10.3624	19.3286
O	-0.553	0.7652	15.3312
O	3.25	8.2985	15.6672
O	2.4486	7.8189	19.1149
O	1.1713	17.3999	17.1514
O	6.4528	5.3889	18.5351
O	8.327	2.6512	15.179
O	6.5354	4.3414	16.0844
O	8.5195	-4.6671	17.3467
O	11.8341	-1.2777	16.1296
O	3.2806	11.7399	16.4098
O	5.4741	12.8418	18.9335
O	15.3528	13.1814	14.5223
O	8.9375	8.0709	15.6354
O	-0.6318	8.6114	13.2839
O	5.0542	6.4864	16.5514
O	4.4615	4.0697	17.6456
O	-3.8577	-1.9963	17.256
O	-1.4543	10.1337	17.164
O	0.8092	11.7803	17.5115
O	2.7907	2.296	18.4889
O	1.76	2.9853	16.1079
O	3.8925	-2.1582	21.227
O	9.9975	1.9682	26.0736
O	10.1317	-2.241	23.8882
O	2.1537	5.2228	19.2433
O	4.4282	8.981	26.0411
O	10.8375	-5.9944	21.5788
O	4.9888	-2.4707	18.8332
O	4.2957	6.3388	20.2818
O	2.5067	5.3702	21.8623
O	-1.9265	-4.4538	24.2664
O	0.0906	-4.1187	19.624
O	8.6798	0.3181	27.6264
O	8.5214	10.6117	24.3989
O	-0.6348	4.3791	25.1568
O	7.4747	-3.1991	19.4273
O	11.4966	-4.6718	23.6844
O	8.7627	-5.4332	19.8996
O	5.2551	1.9992	23.4864
O	4.0132	3.7172	20.2812
O	6.9653	-1.9543	25.725
O	2.1467	8.0731	26.7577
O	9.4672	-3.709	21.7464
O	4.1001	0.1293	20.0563
O	13.1364	5.4538	25.8847
O	16.921	-1.3707	28.1349
O	11.1873	11.8384	28.1776
O	12.3584	5.9786	28.3151
O	-3.2638	8.4441	23.1963
O	19.266	3.9069	26.9323
O	2.5728	1.0533	24.1513
O	1.6248	3.8884	23.738
O	6.0032	-0.4445	23.7588
O	2.7242	-0.0125	26.5395
O	4.8795	-0.8034	30.3977
O	5.978	-6.2932	27.7831
O	5.3607	6.2006	29.7976
O	0.2012	0.1072	23.5777
O	2.2496	-1.4874	24.4446
O	2.1802	10.5139	21.9757
O	2.1588	2.7248	26.0845
O	-4.6385	11.8613	21.3572
O	7.241	0.2364	29.8236
O	17.9579	8.6798	30.5162
O	6.8582	13.0704	28.2057
O	9.1712	12.899	29.5307
O	-0.3176	10.2776	26.0292
O	6.1017	0.6266	32.2456
O	10.9133	3.8866	27.6515

Results
free energy: -134613.360 eV
free energy less fixed offsets of O -570.45, Si -639.56 eV per atom: 8.160 eV

Forces (eV/angstrom), in the order of the atoms: element, x, y, z
Si	-0.0068	-0.0198	0.0075
Si	-0.0114	0.0134	-0.0159
Si	0.0016	0.0025	-0.0019
Si	0.0002	-0.0177	-0.0025
Si	-0.0082	-0.0002	0.0089
Si	0.0006	-0.0012	0.0047
Si	0.0111	-0.0092	-0.0121
Si	0.0027	-0.0035	-0.0071
Si	0.0143	-0.0025	0.0318
Si	-0.0065	0.0047	0.0102
Si	-0.0071	-0.0039	-0.0046
Si	0.073	-0.053	0.0084
Si	0.0085	0.0085	0.0249
Si	0.008	0.0035	0.0144
Si	0.0056	-0.0048	0.0001
Si	0.0095	0.0037	0.006
Si	-0.0135	0.0057	-0.0131
Si	-0.0142	0.0151	-0.0044
Si	0.0032	-0.0041	-0.0091
Si	0.0056	-0.0072	0.0017
Si	0.0069	0.001	-0.0008
Si	0	-0.0015	-0.0001
Si	-0.0102	0.0222	-0.006
Si	0.0025	0.0067	0.0039
Si	0.0048	0.003	-0.0034
Si	0.0075	-0.0023	0.0029
Si	-0.0044	0.0008	0.002
Si	-0.0001	-0.0021	0.0002
Si	0.0006	-0.0011	0.0012
Si	0.0002	0.0024	-0.0038
Si	0.0008	-0.004	0.0017
Si	-0.0034	-0.002	0.001
Si	-0.0028	-0.001	0.0012
Si	-0.0055	-0.0011	-0.0024
Si	-0.0027	-0.0053	0.0002
Si	0.002	-0.0031	0.0004
Si	0.0041	0	0.0015
Si	-0.0009	0.0009	-0.0017
Si	0.0008	0.0027	-0.0013
Si	-0.0009	0.0047	0.0001
Si	0.0028	0.0014	0.0019
Si	0.0037	-0.0006	-0.0004
Si	-0.0001	0.002	-0.0014
Si	0.0013	-0.0003	0.0022
Si	0	0.0002	0.0001
Si	-0.0015	0.0011	0.0004
Si	0.0018	-0.001	0
Si	0.0018	0.0002	-0.0018
Si	0.0009	0.0002	0.0001
Si	-0.0016	-0.0004	-0.0016
Si	-0.0022	-0.0006	0.0006
Si	0.0008	-0.0021	-0.0001
Si	0.0016	-0.0002	0.0018
Si	0.0007	0.0014	0.0011
Si	-0.0002	0.0014	-0.0009
Si	0.0001	-0.0005	-0.0007
Si	0.0003	0.0001	0.0016
Si	0.0017	0.0012	-0.0022
Si	0.0043	0.0022	0.0011
Si	0.0006	-0.001	0.0002
Si	0.0027	0.0033	-0.0003
Si	-0.0056	-0.0028	0.001
Si	-0.0007	-0.0031	0.001
Si	0.0003	0.0004	-0.0025
Si	-0.0043	-0.0008	0.001
Si	0.0035	-0.0074	-0.0012
Si	-0.0029	0.0024	0.0034
Si	-0.0031	0.0028	0.0003
Si	0.0033	0.0056	0.0028
Si	0.0041	0.0054	0
Si	0.0018	-0.0053	-0.0034
Si	-0.0022	-0.0014	-0.001
Si	0.0024	0.0013	0.0005
Si	-0.003	0.0113	-0.0031
Si	0.012	-0.0056	-0.0079
Si	0.0021	-0.0004	-0.0017
Si	-0.0013	-0.0008	-0.0043
Si	-0.0118	0.0015	-0.001
Si	0.0008	-0.0023	-0.0018
Si	-0.0248	0.0096	-0.0136
Si	-0.0007	0.005	0.0085
Si	0.0074	0.008	0.0072
Si	0.0131	-0.0414	0.0253
Si	-0.0236	-0.0227	0.0084
Si	-0.0139	-0.0097	0.0044
Si	-0.0072	-0.0002	-0.0069
Si	-0.0032	-0.0001	-0.0057
Si	0.0056	-0.0035	-0.0069
Si	0.0261	0.0186	-0.0267
Si	0.0033	0.0047	-0.0219
Si	-0.0005	-0.0047	-0.0168
Si	0.014	0.0008	0.0075
Si	0.013	0.0212	0.0046
Si	0.0023	0.0074	-0.0168
Si	0.0028	-0.0049	0.0061
Si	-0.0543	-0.0253	-0.0101
Si	-0.0013	0.0101	-0.0013
Si	-0.0162	0.0055	0.0001
Si	0.0037	-0.0012	0.0026
Si	0.0021	0.01	0.0069
Si	0.0035	-0.0015	-0.0016
Si	0.0011	-0.0015	0.0088
Si	-0.0022	0.0049	0.0013
Si	-0.0058	0.003	0.015
Si	-0.0099	0.0041	-0.0042
Si	0.0018	0.0035	0.0048
Si	-0.0044	0.0049	-0.0055
Si	-0.0033	-0.0014	-0.0061
Si	-0.0003	-0.0029	0
Si	-0.0065	0.0009	0.0009
Si	-0.004	0.006	-0.0011
Si	0.0018	-0.0007	0.0006
Si	0.0213	-0.0276	0.0148
Si	0.0046	-0.0113	0.0009
Si	0.0004	0.0015	0.0049
Si	-0.0009	-0.0052	0.0009
Si	0.0002	0.0001	0.0009
Si	0.0035	-0.0022	-0.0022
Si	-0.0058	0.0016	0.003
Si	0.0051	-0.0001	0.0023
Si	0.003	0.0042	-0.0046
Si	0.0006	0.0069	0.0002
Si	-0.0029	0.0064	0.0047
Si	-0.0043	0.0052	0
Si	-0.0042	0.0035	-0.0036
Si	0.0103	0.0023	0.0028
Si	0.0062	-0.0049	0.0084
Si	-0.001	-0.004	-0.0053
Si	-0.0029	0.0006	-0.0063
Si	0.0024	0.0008	-0.004
Si	-0.0064	-0.0017	0.0031
Si	-0.0042	-0.0051	0.0025
O	-0.0009	0.0004	-0.0094
O	-0.0162	0.0042	-0.0059
O	0.0047	-0.0068	-0.0012
O	-0.0026	-0.0014	0.0016
O	0.0015	-0.0015	-0.007
O	-0.0041	0.0017	-0.0003
O	0.0048	0.006	0.0024
O	-0.0111	0.006	0.0091
O	0.0016	-0.0003	0.0038
O	0.0062	0.003	0.0053
O	0.0021	0.0004	0.0016
O	-0.0323	0.0307	0.0003
O	0.001	0.0018	0.0033
O	-0.0012	-0.0052	0.0021
O	0.0084	0.007	-0.0008
O	-0.0043	0.0041	-0.0104
O	0.0179	0.0056	-0.0168
O	0.0019	0.009	0.001
O	0.0012	-0.0029	-0.0053
O	-0.0067	0.0091	-0.0071
O	-0.0017	0.0008	-0.0048
O	-0.0019	0.0019	-0.0012
O	0.0231	0.012	0.0033
O	0.0013	-0.0009	0.0024
O	-0.0024	-0.0247	0.0129
O	0.0095	-0.0024	-0.0076
O	-0.0089	-0.0013	0.0106
O	0.0082	-0.0107	-0.0092
O	-0.0009	-0.0029	-0.004
O	-0.0007	0.0033	0.0014
O	0.0119	0.0134	0.0021
O	0.0085	0.0177	-0.0326
O	0.0089	0.0272	-0.0121
O	0.0031	0.0061	0.0031
O	-0.0038	-0.0005	-0.0026
O	0.0034	-0.0064	0.0037
O	0.0058	-0.0016	0.0034
O	-0.0019	-0.0049	-0.0016
O	-0.0001	0.0008	-0.0072
O	-0.005	-0.0013	0.0116
O	0.0014	-0.0038	-0.0013
O	-0.003	0.0007	0.0013
O	0.0006	-0.0089	-0.0055
O	-0.0021	0.0028	-0.0047
O	0.0005	-0.0011	0.0006
O	-0.0012	-0.0007	-0.0014
O	-0.0065	0.0026	-0.001
O	0.0022	0.0026	-0.0006
O	-0.0021	0.0005	0.0005
O	-0.0012	0.0034	0.0011
O	-0.0028	0.0006	-0.001
O	0.0019	-0.0008	0.0018
O	-0.0016	-0.0015	-0.0008
O	-0.0017	-0.0018	-0.0036
O	0.0029	-0.003	0.0115
O	0.0009	0.001	0.0014
O	0.0018	-0.0065	0.0035
O	0.002	0.0051	0.0011
O	0.0014	0.0036	-0.0002
O	0.0015	-0.0005	0.0047
O	-0.0025	-0.0025	0.0021
O	-0.0011	0.0015	-0.0009
O	0.0012	-0.0021	-0.0016
O	-0.0011	-0.0023	0.0017
O	-0.0003	0.002	0.0064
O	0.0049	0.0032	-0.0014
O	0.0012	0.0026	0.0062
O	-0.0005	-0.0046	-0.0016
O	-0.0008	0.0038	0.0051
O	0.0094	0.0067	-0.0086
O	-0.0014	-0.0009	0.0009
O	-0.0015	-0.006	0.0023
O	-0.0038	-0.0066	0.0015
O	-0.0041	-0.007	-0.0015
O	0.003	0.0018	0.0028
O	-0.0074	0.0006	0.0019
O	-0.0102	0.0098	0.0008
O	-0.0044	-0.0043	0.0011
O	-0.0046	-0.0034	-0.0086
O	-0.0093	0.0065	0
O	-0.002	-0.0039	-0.0012
O	0.0016	-0.0003	0.0035
O	-0.0029	0.0021	-0.0015
O	0	-0.0013	0.0054
O	-0.0059	0.0022	0.0035
O	-0.0015	-0.0023	0.0105
O	0.0029	-0.0126	-0.0064
O	0.0062	-0.002	0.0033

The program warned: the cutoff lies below the one the program advises for these potential files; the forces do not sum to zero within the program's tolerance; empty levels may hold ghost states of the PAW files; the exchange-correlation potential is rough where the density is thin.
